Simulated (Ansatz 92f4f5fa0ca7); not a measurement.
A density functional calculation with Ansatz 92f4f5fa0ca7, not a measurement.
Periodic cell of 221 atoms, Si132O87H1N1, from a study of silicon, its oxide and their interface. The atomic structure is a simulated model.
Doubt: the cutoff is far below the 930 eV that the study's wrapper takes by default for these files, so forces and energies are approximate.
This geometry differs little from another in the collection (a relaxation step or a small displacement).

Settings
functional: PBE
potential files: Ansatz PAW
basis: plane waves
wave-function cutoff: 580 eV
density cutoff ratio: 5
exchange-correlation grid ratio: 1
k mesh: 1 x 1 x 1, Gamma-centred
self-consistency stop: 5e-08 eV per atom in the density residual
occupations: fixed
spin: none
net charge: 0

Cell vectors (angstrom)
a, 10.938, 0, 0
b, 0, 10.938, 0
c, 0, 0, 32.2639

Atoms: element, x, y, z (angstrom)
Si, -0.2227, 0.2386, 24.713
Si, 5.7158, -0.3415, 24.7838
Si, 2.5132, 2.8185, 24.7898
Si, 8.4699, 2.4753, 24.7205
Si, 0.1941, 4.9711, 24.6594
Si, 5.2399, 5.8046, 25.0681
Si, 2.9713, 7.9151, 24.8167
Si, 7.968, 8.3909, 24.8034
Si, 1.321, 1.3333, 26.138
Si, 6.8537, 1.3165, 26.0406
Si, 4.0719, 4.0499, 26.1098
Si, 9.5677, 4.0174, 26.1274
Si, 1.2932, 6.7273, 25.9701
Si, 6.8409, 6.9347, 26.2883
Si, 4.0992, 9.5207, 26.1316
Si, 9.569, 9.5835, 26.059
Si, 2.7356, -0.0133, 27.4667
Si, 8.2165, -0.0044, 27.4717
Si, 0.0038, 2.7152, 27.523
Si, 5.4918, 2.7093, 27.4427
Si, 2.6986, 5.4494, 27.455
Si, 8.2227, 5.4549, 27.4834
Si, 0.0084, 8.1767, 27.4047
Si, 5.4459, 8.2538, 27.5789
Si, 4.1018, 1.3673, 28.8456
Si, 9.5708, 1.3673, 28.8456
Si, 1.3673, 4.1018, 28.8456
Si, 6.8362, 4.1018, 28.8456
Si, 4.1018, 6.8362, 28.8456
Si, 9.5708, 6.8362, 28.8456
Si, 1.3673, 9.5708, 28.8456
Si, 6.8362, 9.5708, 28.8456
Si, 0, 0, 30.2129
Si, 5.469, 0, 30.2129
Si, 2.7345, 2.7345, 30.2129
Si, 8.2035, 2.7345, 30.2129
Si, 0, 5.469, 30.2129
Si, 5.469, 5.469, 30.2129
Si, 2.7345, 8.2035, 30.2129
Si, 8.2035, 8.2035, 30.2129
Si, 1.3673, 1.3673, 31.5801
Si, 6.8362, 1.3673, 31.5801
Si, 4.1018, 4.1018, 31.5801
Si, 9.5708, 4.1018, 31.5801
Si, 1.3673, 6.8362, 31.5801
Si, 6.8362, 6.8362, 31.5801
Si, 4.1018, 9.5708, 31.5801
Si, 9.5708, 9.5708, 31.5801
Si, 2.7345, 0, 0.6835
Si, 8.2035, 0, 0.6835
Si, 0, 2.7345, 0.6835
Si, 5.469, 2.7345, 0.6835
Si, 2.7345, 5.469, 0.6835
Si, 8.2035, 5.469, 0.6835
Si, 0, 8.2035, 0.6835
Si, 5.469, 8.2035, 0.6835
Si, 4.1018, 1.3673, 2.0507
Si, 9.5708, 1.3673, 2.0507
Si, 1.3673, 4.1018, 2.0507
Si, 6.8362, 4.1018, 2.0507
Si, 4.1018, 6.8362, 2.0507
Si, 9.5708, 6.8362, 2.0507
Si, 1.3673, 9.5708, 2.0507
Si, 6.8362, 9.5708, 2.0507
Si, 0, 0, 3.418
Si, 5.469, 0, 3.418
Si, 2.7345, 2.7345, 3.418
Si, 8.2035, 2.7345, 3.418
Si, 0, 5.469, 3.418
Si, 5.469, 5.469, 3.418
Si, 2.7345, 8.2035, 3.418
Si, 8.2035, 8.2035, 3.418
Si, 1.3568, 1.3705, 4.8293
Si, 6.8314, 1.3688, 4.8645
Si, 4.1966, 3.9975, 4.6893
Si, 9.5294, 4.1124, 4.8069
Si, 1.3251, 6.9117, 4.7436
Si, 6.8731, 6.8289, 4.7399
Si, 4.0672, 9.6215, 4.8428
Si, 9.5708, 9.5862, 4.7992
Si, 2.7175, 0.054, 6.3415
Si, 8.2302, 0.0051, 6.2302
Si, -0.0722, 2.7366, 6.172
Si, 5.433, 2.7134, 6.2883
Si, 2.8475, 5.4999, 5.7768
Si, 8.2053, 5.5198, 6.2042
Si, 0.0192, 8.2798, 6.2258
Si, 5.5413, 8.2337, 6.052
Si, 3.65, 1.8311, 7.6975
Si, 9.8208, 1.0981, 7.6166
Si, 1.5304, 4.1728, 7.0839
Si, 6.5873, 4.3664, 7.4998
Si, 4.3957, 6.548, 7.1589
Si, 9.2976, 7.2065, 7.4994
Si, 1.1621, 9.8014, 7.6919
Si, 7.0084, 9.3645, 7.4974
O, 1.4541, 3.9725, 24.2869
O, 6.8314, 9.482, 24.2714
O, 2.5501, 3.0328, 7.6511
O, 8.1295, 8.2582, 7.9813
O, 5.4296, 5.4873, 7.926
O, 0.0185, -0.0021, 8.1543
O, 4.1363, 6.8218, 24.3551
O, 9.605, 1.3725, 24.1966
O, 1.8212, 9.1364, 9.0844
O, 1.082, 5.272, 8.2394
O, 9.0485, 1.7077, 8.9724
O, 6.2771, 9.915, 8.8825
O, 3.6932, 1.6855, 9.3657
O, 3.4406, 7.3064, 8.2225
O, 7.2107, 3.6962, 8.8926
O, 9.9421, 6.7675, 8.9673
O, 2.9859, 1.9747, 23.431
O, 5.041, 0.2628, 23.4002
O, 7.9007, 3.255, 23.3533
O, 10.3399, 5.0534, 23.2133
O, 8.6707, 7.6255, 23.5181
O, 2.4067, 8.6451, 23.4555
O, 6.3318, 5.27, 23.9702
O, 0.5201, 10.5698, 23.3597
Si, 2.9697, 8.0432, 9.5667
Si, 9.9728, 0.2356, 13.1227
Si, 14.7648, 5.6246, 13.3971
Si, 4.4583, 1.6575, 22.795
Si, 8.5801, 2.3568, 20.2668
Si, 10.1981, 4.9469, 21.5837
Si, 1.2235, 9.3193, 22.5673
Si, 13.1105, 4.5769, 20.232
Si, 1.9796, 5.3844, 11.0652
Si, -2.0116, 10.14, 20.1605
Si, 4.4453, 6.6183, 16.0296
Si, 7.4448, 9.4061, 12.7458
Si, 5.669, 9.5802, 10.3579
Si, 5.3843, 3.0019, 12.7439
Si, 3.141, 12.57, 16.012
Si, 2.6777, 9.3761, 19.8098
Si, 5.2805, 3.8774, 15.4543
Si, 3.3302, 2.6368, 10.6687
Si, 4.9397, 11.009, 12.7391
Si, 6.4946, 4.0096, 22.9806
Si, 13.1365, 0.7197, 13.0543
Si, 8.6708, 3.2285, 9.4652
Si, 9.6161, 14.0409, 17.4543
Si, 12.2515, 2.4631, 18.3942
Si, 8.2008, 4.5278, 15.2265
Si, 4.6745, -0.0745, 18.0427
Si, 5.002, 4.8266, 20.4735
Si, 7.2613, 7.5972, 15.2903
Si, 14.5655, 6.7138, 18.9124
Si, 9.4361, 7.8065, 22.0791
Si, 18.2914, 9.7104, 17.4584
Si, 10.7578, 5.3963, 9.2641
Si, 5.5346, 13.0238, 19.9856
Si, 0.4071, -0.5626, 18.4519
Si, 9.561, 11.2288, 16.2016
Si, 8.5699, 3.0607, 12.5992
O, 6.9814, 13.7372, 12.6589
O, 7.005, -8.7013, 20.6915
O, 11.7288, 0.9797, 18.8179
N, 4.8351, 4.2532, 13.81
O, 2.1046, 2.4186, 16.9843
O, 9.7706, 10.8016, 14.6764
O, 5.5366, 1.1765, 18.6451
O, 3.3817, 10.4867, 12.9602
O, 2.5505, 4.0349, 10.3079
O, 0.3501, 5.3315, 10.8089
O, 5.1045, 3.5589, 19.4547
O, 9.4055, 3.5829, 21.0299
O, 15.5801, 6.5996, 12.365
O, 1.701, 9.4159, 18.4972
O, 0.0831, 8.184, 22.2798
O, 13.3911, 5.5719, 18.9491
O, 16.6698, -1.1439, 17.4212
O, 10.6217, 10.2961, 17.0093
O, 4.5156, 1.5684, 21.1684
O, 2.4217, 5.2575, 12.6345
O, 6.2484, 4.7259, 21.522
O, 8.666, 9.0799, 21.3752
O, 8.0248, 10.9726, 16.671
O, 3.1927, 7.8592, 19.9764
O, 15.9881, 6.1501, 19.5227
O, 4.8898, 12.509, 13.3527
O, 8.8688, 10.1756, 12.3816
O, 8.9133, 4.1351, 13.7932
O, 6.2137, 10.2643, 13.4551
O, 7.7365, 8.2546, 13.8652
O, 7.8129, 8.3624, 16.6342
O, 4.2735, 8.7505, 10.2443
O, 4.7613, 3.1762, 11.2621
O, 5.2975, 10.9789, 11.1356
O, 4.4693, 13.5014, 15.9212
O, 3.9297, 10.3116, 19.3807
O, 6.8886, 3.5688, 15.4695
O, 13.0848, 3.0427, 19.6625
O, 0.6615, 11.0719, 12.8134
O, -1.5289, 6.372, 21.2395
O, 5.6329, 7.5491, 15.4069
O, 5.0084, 5.137, 16.4524
O, 3.8017, 7.2636, 17.3811
O, 0.077, 3.5035, 18.1737
O, 11.713, 4.9462, 20.9657
O, 7.8361, 6.0951, 15.2072
O, 5.3439, 2.9201, 23.3111
O, 12.8816, 9.8556, 21.1898
O, 9.0616, 11.7378, 20.564
O, 2.4785, 1.8007, 11.822
O, 2.3481, 1.3384, 14.5936
O, 9.1484, 4.3484, 16.5363
O, 3.6429, 0.2912, 16.8205
O, 9.5067, 12.6978, 12.8264
O, 10.3809, -1.1958, 19.5821
O, 7.8008, 9.7987, 19.025
O, 14.444, 15.6797, 21.2051
O, 6.7985, -2.1069, 11.3289
O, 14.3275, 6.3699, 14.8037
O, 2.4046, 6.8778, 10.5485
O, 9.8091, 4.1665, 8.7959
O, 8.8184, 3.5197, 11.0571
O, 9.8713, 1.8648, 16.4219
O, 8.5916, 2.6777, 18.6545
H, 16.5327, 6.7178, 12.4822

Results
free energy: -133793.569 eV
free energy less fixed offsets of H -15.97, N -385.13, O -568.88, Si -635.61 eV per atom: 0.611 eV

Forces (eV/angstrom), in the order of the atoms: element, x, y, z
Si, 0.0194, -0.0251, 0.0654
Si, -0.0186, 0.0309, 0.0041
Si, 0.0476, -0.0102, 0.0356
Si, -0.0576, -0.0043, 0.0402
Si, 0.0009, 0.0239, 0.0406
Si, -0.0002, -0.0547, 0.076
Si, -0.0227, 0.0056, 0.0145
Si, 0.0093, -0.0003, 0.0556
Si, -0.0065, -0.0193, -0.0194
Si, 0.0071, 0.0338, -0.0029
Si, 0.0075, 0.0146, -0.028
Si, -0.012, 0.0224, 0.0018
Si, -0.0056, 0.0119, -0.0009
Si, -0.006, 0.0025, -0.0291
Si, -0.0213, 0.013, -0.0008
Si, 0.0077, -0.0095, -0.0229
Si, 0.0075, 0.0035, 0.0036
Si, -0.0044, -0.0034, 0.0103
Si, 0.0074, 0.0026, 0.0123
Si, 0.008, -0.0112, -0.0102
Si, 0.0025, -0.0079, 0.0063
Si, 0.007, -0.0187, -0.0088
Si, -0.0047, 0.001, -0.0037
Si, 0.0213, 0.0069, 0.0132
Si, 0.0921, -0.0342, -0.1874
Si, -0.1048, -0.1273, 0.2409
Si, -0.0178, 0.0513, 0.2184
Si, 0.0289, -0.1495, -0.1369
Si, -0.3475, -0.1944, 0.0934
Si, 0.2113, 0.0269, -0.1764
Si, -0.0226, -0.2685, -0.2946
Si, 0.1842, 0.4659, 0.4779
Si, -0.1119, -0.0001, -0.0206
Si, 0.1312, 0.0153, 0.0452
Si, -0.0371, 0.0914, -0.0411
Si, 0.002, -0.0477, 0.0213
Si, 0.0575, -0.0268, 0.0033
Si, -0.094, -0.0216, -0.0464
Si, -0.0147, -0.1, 0.0045
Si, -0.0488, 0.0539, -0.0367
Si, 0.083, -0.0293, -0.0195
Si, -0.0808, 0.0534, -0.0013
Si, 0.0414, -0.0562, -0.0039
Si, -0.0118, 0.0679, -0.036
Si, -0.0205, 0.0351, -0.02
Si, 0.028, -0.0269, -0.0153
Si, -0.0397, 0.0024, -0.0352
Si, 0.0467, -0.0582, 0.0002
Si, 0.0165, -0.0264, 0.0082
Si, -0.0368, 0.0318, 0.0052
Si, -0.0505, 0.0361, 0.0059
Si, 0.0282, 0.0354, 0.043
Si, -0.0314, 0.0327, 0.0041
Si, 0.0224, -0.0767, 0.0153
Si, 0.0294, -0.0461, 0.0339
Si, -0.0104, 0.0189, 0.0178
Si, -0.1076, -0.0101, -0.0483
Si, 0.0588, -0.0247, 0.0723
Si, 0.0671, -0.0011, 0.075
Si, -0.0102, 0.0907, -0.0778
Si, 0.0145, -0.0553, 0.0919
Si, -0.0183, 0.0482, -0.0502
Si, 0.0791, 0.0487, -0.0462
Si, 0.0415, -0.046, 0.0657
Si, 0.0986, 0.0434, 0.1096
Si, -0.0738, 0.1423, 0.4385
Si, -0.0981, -0.5193, -0.2271
Si, -0.3458, 0.0629, 0.2577
Si, -0.2456, 0.0182, 0.1287
Si, 0.4422, -0.1541, -0.4195
Si, -0.0854, 0.6084, -0.0363
Si, 0.3192, 0.0537, -0.2065
Si, -0.0011, 0.0079, -0.005
Si, -0.0165, 0.0038, -0.0059
Si, -0.0296, -0.0109, -0.0245
Si, -0.0153, 0.0219, 0.0036
Si, -0.0064, 0.0164, 0.009
Si, -0.0099, 0.002, -0.0168
Si, -0.0041, 0.0016, -0.0017
Si, 0.0028, -0.0105, -0.0251
Si, 0.014, 0.0019, 0.0072
Si, -0.0151, 0.0192, 0.0081
Si, -0.02, -0.0462, 0.0134
Si, 0.031, -0.0057, -0.0006
Si, -0.0003, -0.0088, 0.0096
Si, 0.0163, -0.0108, -0.0012
Si, 0.0282, -0.0052, -0.0018
Si, -0.008, 0.0035, 0.0073
Si, -0.004, -0.0255, -0.0412
Si, 0.015, 0.0587, -0.0405
Si, 0.0285, 0.02, -0.0173
Si, 0.0169, -0.0098, -0.0339
Si, -0.0069, 0.0129, -0.017
Si, 0.046, -0.0845, -0.0324
Si, 0.0241, -0.03, -0.0276
Si, -0.0277, 0.0091, -0.0332
O, -0.0077, 0.0038, -0.0215
O, 0.0133, -0.0083, -0.033
O, -0.0347, 0.0189, -0.0012
O, -0.0234, 0.0359, 0.0281
O, 0.0014, 0.0012, 0.0349
O, -0.0096, -0.0033, 0.0154
O, -0.0206, 0.0227, -0.0493
O, -0.0018, 0.0004, -0.031
O, 0.021, -0.0159, 0.0189
O, -0.0031, 0.0093, 0.0039
O, -0.0135, -0.0026, 0.0173
O, -0.0162, 0.0057, 0.0353
O, -0.0071, 0.0135, 0.0586
O, -0.0044, -0.014, 0.0019
O, 0.0045, -0.0083, 0.0222
O, 0.0056, 0.006, 0.0181
O, 0.0013, -0.0083, -0.0248
O, -0.006, -0.0027, -0.0066
O, -0.0023, 0.0137, -0.0241
O, -0.0186, -0.0062, -0.0543
O, 0.0203, -0.0136, -0.0455
O, -0.0002, 0.0061, -0.0106
O, 0.024, 0.0046, -0.0257
O, 0.0201, -0.018, -0.0417
Si, -0.0044, 0.014, 0.005
Si, 0.0036, 0.009, 0.0108
Si, -0.0028, -0.0041, 0.0034
Si, 0.0004, 0.0021, 0.0139
Si, -0.0023, 0.0079, -0.0048
Si, -0.0158, 0.0072, 0.0155
Si, -0.0064, 0.0002, -0.0031
Si, -0.0093, -0.0008, -0.0082
Si, -0.0189, -0.0033, 0.0016
Si, -0.0021, -0.0073, -0.0038
Si, 0.0068, 0.0058, -0.0014
Si, -0.0046, -0.0064, 0.0092
Si, -0.0127, -0.0068, -0.0035
Si, 0.0044, -0.0002, 0.0066
Si, 0.0027, 0.001, -0.0056
Si, -0.0068, 0.0069, 0.0078
Si, 0.0016, -0.0122, -0.0005
Si, -0.0044, -0.0132, -0.0044
Si, 0.0007, -0.0013, 0.0076
Si, -0.0078, -0.0193, 0.0161
Si, -0.0008, 0.0082, 0.0025
Si, -0.006, 0.0055, 0.0109
Si, -0.0019, -0.0003, -0.0023
Si, -0.0009, 0.0006, -0.0037
Si, 0.0028, -0.0002, 0.0021
Si, -0.0015, -0.0006, -0.0002
Si, 0.0183, -0.0109, -0.0014
Si, 0.0019, -0.0026, 0.0016
Si, -0.0023, 0.0035, -0.0107
Si, 0.01, -0.0114, 0.0128
Si, -0.0019, -0.0036, 0.0003
Si, -0.0068, -0.004, -0.0025
Si, -0.0072, -0.0012, 0.0092
Si, -0.003, -0.0026, -0.0024
Si, 0.0031, 0.0001, 0.0005
Si, 0.0024, 0.0075, -0.0126
O, -0.0028, -0.0001, -0.0049
O, 0.0055, -0.0016, -0.0002
O, 0.0011, 0.0007, 0.0006
N, -0.0013, 0.0066, 0
O, -0.002, -0.0001, 0.0002
O, -0.0027, 0.0007, -0.0067
O, -0.0017, -0.0082, -0.0062
O, 0.0012, 0.0003, -0.0063
O, 0.0067, -0.0061, -0.0068
O, 0.0116, -0.0001, 0.0051
O, -0.0045, 0.005, -0.0028
O, -0.0016, -0.0101, -0.0081
O, -0.0212, -0.003, -0.0125
O, -0.0017, -0.0002, -0.0052
O, -0.0108, 0.0005, 0.0019
O, 0.0036, 0.001, 0.0014
O, -0.0005, 0.0018, 0.0002
O, -0.0019, 0.0028, -0.0034
O, 0.0083, 0.0029, -0.0253
O, 0.0126, -0.001, 0.0066
O, -0.0151, 0.0099, -0.0223
O, -0.0049, 0.0145, -0.0065
O, 0.0021, 0.0018, -0.0031
O, 0.0025, -0.0048, 0.0017
O, -0.002, 0.0067, 0.0002
O, 0.0018, -0.0007, -0.0085
O, 0.0009, 0.0005, -0.0122
O, -0.0056, -0.0012, -0.0006
O, -0.0026, 0.001, -0.0048
O, 0.0001, -0.0006, -0.0029
O, 0.0007, 0.0024, 0
O, 0.0116, 0.009, -0.0084
O, 0.0091, 0.0016, 0.0045
O, 0.0017, 0.002, -0.0037
O, -0.0035, -0.0006, -0.0034
O, 0.0027, 0.0006, -0.0057
O, 0.001, 0.0032, -0.0084
O, 0.0001, -0.0024, 0.0026
O, -0.0041, -0.0026, -0.009
O, -0.0004, -0.006, -0.0068
O, -0.0022, -0.0031, -0.0038
O, -0.0027, 0.0064, -0.0039
O, -0.0013, 0.0002, 0.0018
O, -0.0013, -0.002, 0.0004
O, 0.0155, -0.0042, -0.0033
O, -0.0037, 0.001, -0.004
O, 0.0072, 0.0031, -0.0136
O, 0.0105, -0.0011, -0.0189
O, -0.0022, 0.0025, 0.0002
O, -0.004, -0.0064, 0.001
O, -0.0006, -0.0017, -0.0006
O, 0.0018, -0.0036, 0.0002
O, 0.0001, -0.0007, -0.0002
O, -0.0002, -0.008, -0.0081
O, 0.0033, 0.0014, -0.0033
O, -0.0016, 0.001, 0.0001
O, -0.0056, 0.0033, 0.0008
O, 0.0064, 0.0015, -0.0034
O, -0.0054, 0.0017, -0.0035
O, -0.0027, 0.0048, -0.0013
O, 0.0006, -0.0004, -0.0012
O, -0.0028, -0.0038, 0.0209
O, -0.0038, -0.0008, -0.0005
O, 0.0046, -0.0005, -0.001
H, 0.0225, 0.0013, 0.0048

The program warned: the cutoff lies below the one the program advises for these potential files; the forces do not sum to zero within the program's tolerance; the exchange-correlation potential is rough where the density is thin.
